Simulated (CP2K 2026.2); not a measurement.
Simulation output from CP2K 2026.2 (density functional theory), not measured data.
Periodic cell of 504 atoms, Si360O144, from a study of silicon, its oxide and their interface. The atomic structure is a simulated model.
Doubt: the forces sum to 1.06 eV/angstrom along one axis rather than to zero, so they err by at least 0.0021 eV/angstrom per atom on average; the grid cutoff is modest.

Settings
functional: PBE
method: Gaussian and plane waves
basis set: DZVP-MOLOPT-SR-GTH
pseudopotentials: GTH-PBE
grid cutoff: 300 Ry, relative cutoff 40 Ry
k points: Gamma only
occupations: fixed
spin: none
net charge: 0

Cell vectors (angstrom)
a 16.32 0 0
b 0 16.32 0
c 7.9177 5.2696 34.7603

Atoms and the computed forces on them: element, x, y, z (angstrom), force x, y, z (eV/angstrom)
Si 1.715 -1.602 0.169 -0.181 -0.06 0.721
Si 4.329 1.037 0.031 -0.058 0.182 0.748
Si 1.073 4.285 0.008 0.187 -0.08 0.756
Si 3.849 7.045 -0.015 0.127 -0.178 0.754
Si 1.691 -7.013 0.072 -0.156 0.054 0.77
Si 3.887 -3.843 0.009 0.144 -0.128 0.745
Si 6.626 -1.084 -0.026 0.115 -0.18 0.74
Si 9.184 1.611 0.3 0.081 0.108 0.693
Si 7.05 3.826 0.075 -0.156 0.085 0.721
Si 9.235 7.044 0.022 0.16 -0.074 0.742
Si 7.072 9.315 -0.036 -0.174 0.089 0.774
Si -6.493 -4.284 0.014 -0.173 0.114 0.772
Si -3.803 -1.624 0.123 -0.155 0.107 0.76
Si -1.703 1.558 0.105 0.138 -0.011 0.745
Si -3.882 3.811 -0.032 -0.101 0.22 0.725
Si -1.063 6.563 0.025 -0.181 0.065 0.768
Si -4.295 -6.505 0.036 0.05 -0.213 0.734
Si -1.695 -3.918 0.224 0.215 0.052 0.692
Si 2.837 -0.057 1.479 -0.001 0.007 -0.043
Si 5.438 2.668 1.341 0.011 -0.013 -0.052
Si 2.688 5.451 1.293 -0.019 0.015 -0.045
Si 5.455 8.183 1.286 0.006 0.009 -0.042
Si 2.794 -5.429 1.383 0.012 0.02 -0.028
Si 5.486 -2.691 1.296 -0.009 0.019 -0.061
Si 8.023 0.033 1.516 0.008 -0.01 -0.039
Si -5.439 2.762 1.401 0.009 -0.02 -0.019
Si 8.146 5.454 1.366 0.004 0.001 -0.033
Si -5.464 8.193 1.295 -0.011 0.007 -0.052
Si 8.225 10.87 1.301 0.013 -0.003 -0.06
Si -5.423 -2.732 1.408 0.005 -0.006 -0.046
Si -2.757 -0.011 1.463 -0.002 -0.005 -0.024
Si -0.056 2.716 1.338 0 -0.006 -0.053
Si -2.705 5.408 1.278 0.017 -0.015 -0.051
Si 0.058 8.155 1.337 -0.005 0.003 -0.049
Si -2.835 -5.429 1.533 -0.016 -0.007 -0.03
Si 0.017 -2.744 1.348 -0.007 0.008 -0.022
Si 1.367 1.358 2.673 -0.015 -0.005 -0.008
Si 4.058 4.074 2.639 0.004 0.013 0.011
Si 1.381 6.801 2.736 -0.006 -0.018 0.027
Si 4.163 9.545 2.719 0.004 -0.012 0.021
Si 1.35 -4.123 2.724 0.004 0.005 0.006
Si 4.172 -1.407 2.811 0.011 -0.019 0.033
Si 6.706 1.38 2.859 -0.002 0.026 0.027
Si 9.546 4.15 2.746 -0.008 0 0.014
Si 6.75 6.791 2.696 -0.003 0.003 0.015
Si 9.528 9.521 2.73 0.009 0.003 0.025
Si 6.839 12.239 2.64 -0.006 -0.007 -0.002
Si -6.828 -1.358 2.718 0.009 0.002 0.01
Si -4.15 1.34 2.777 -0.004 0.015 0.012
Si -1.386 4.072 2.733 -0.001 0.019 0.023
Si -4.077 6.802 2.62 -0.005 -0.017 0
Si -1.351 -6.826 2.699 0.016 -0.004 -0.001
Si -4.142 -4.057 2.875 -0.005 0.018 0.032
Si -1.303 -1.345 2.744 0.004 -0.015 0.012
Si 0.036 0.018 4.09 0.002 -0.019 0.004
Si 2.709 2.73 4.039 0.009 -0.009 -0.007
Si -0.007 5.44 4.08 -0.002 -0.003 -0.026
Si 2.76 8.175 4.061 -0.011 -0.009 -0.016
Si -0.006 -5.469 4.083 0 0.017 0.002
Si 2.728 -2.758 4.086 0.011 0.01 -0.017
Si 5.421 -0.012 4.208 -0.002 -0.004 0
Si 8.164 2.758 4.093 -0.007 -0.022 -0.025
Si 5.404 5.425 4.048 0.003 -0.003 -0.005
Si 8.142 8.15 4.055 0.01 0.009 -0.029
Si 5.499 10.904 4.067 -0.002 0.002 0.008
Si 8.157 -2.737 4.068 -0.012 0.006 -0.014
Si -5.49 -0.015 4.119 0.011 0.002 0.011
Si -2.742 2.709 4.092 0.011 0.005 -0.017
Si -5.409 5.49 4.078 0.011 -0.003 -0.005
Si -2.722 8.132 4.036 -0.017 0.005 0.004
Si -5.486 -5.458 4.161 -0.007 0.002 -0.009
Si -2.693 -2.693 4.117 -0.011 0 -0.021
Si 1.379 -1.379 16.313 0.003 -0.003 -0.013
Si 4.096 1.377 16.312 -0.001 0.008 -0.011
Si 1.352 4.097 16.317 -0.001 0 -0.008
Si 4.07 6.794 16.318 0.006 -0.001 -0.006
Si 1.36 -6.797 16.348 -0.004 0.006 0.002
Si 4.082 -4.056 16.351 0.004 -0.004 -0.009
Si 6.79 -1.354 16.331 0.003 -0.012 0.001
Si -6.806 1.37 16.345 -0.002 -0.001 -0.003
Si 6.796 4.065 16.337 0.001 0.004 -0.004
Si -6.825 6.781 16.304 -0.002 0.002 -0.006
Si 6.793 9.519 16.311 -0.003 -0.001 -0.01
Si -6.79 -4.064 16.287 0.014 0.006 -0.015
Si -4.091 -1.346 16.308 -0.01 -0.004 -0.014
Si -1.369 1.363 16.3 0.005 -0.009 -0.01
Si -4.101 4.049 16.317 -0.009 -0.006 0.003
Si -1.335 6.808 16.333 0.008 0 -0.009
Si -4.068 9.498 16.302 0 0.004 -0.015
Si -1.34 -4.083 16.306 -0.005 0.005 -0.012
Si 2.77 -0.022 17.641 -0.007 -0.004 -0.007
Si 5.422 2.734 17.712 0.01 -0.013 0.017
Si 2.689 5.466 17.692 0.002 0 -0.009
Si 5.457 8.127 17.664 0.005 0.009 0.006
Si 2.708 -5.411 17.696 -0.005 0 0.014
Si 5.445 -2.699 17.732 0.002 -0.001 0.004
Si 8.129 0.02 17.686 -0.007 0.004 0.025
Si -5.452 2.714 17.739 0.004 0.007 0.017
Si 8.173 5.406 17.694 -0.005 0.004 -0.001
Si -5.483 8.165 17.633 0.01 -0.003 0.007
Si 8.148 10.923 17.628 0.006 -0.008 -0.001
Si -5.427 -2.728 17.66 -0.005 0.006 0.018
Si -2.763 0.046 17.661 0.003 0.009 -0.014
Si 0.006 2.705 17.651 -0.006 0.02 0.013
Si -2.702 5.398 17.621 0.01 0.003 0.01
Si 0.013 -8.153 17.74 -0.006 0.001 -0.008
Si -2.66 -5.493 17.641 0.002 -0.01 -0.02
Si 0.004 -2.718 17.677 0.008 -0.023 0.02
Si 1.396 1.32 18.954 -0.005 0.006 -0.024
Si 4.031 4.11 19.047 0.004 0.001 -0.02
Si 1.355 6.798 19.117 0.011 -0.006 -0.006
Si 4.1 -6.81 18.981 -0.004 0.017 -0.027
Si 1.354 -4.047 19.091 -0.002 -0.006 -0.026
Si 4.118 -1.293 19.095 0.009 0.006 0.017
Si 6.77 1.37 19.09 0.007 -0.005 -0.027
Si -6.815 4.066 19.118 -0.012 0.003 -0.001
Si 6.804 6.748 19.038 -0.001 -0.003 -0.021
Si -6.853 9.556 18.974 0.008 -0.003 -0.031
Si 6.835 -4.068 19.06 0.009 0.003 -0.007
Si 9.517 -1.349 18.996 -0.005 -0.006 -0.032
Si -4.084 1.369 19.117 0.005 -0.009 0.005
Si -1.375 4.03 19.017 -0.002 -0.007 -0.033
Si -4.092 6.769 18.9 -0.001 -0.015 -0.034
Si -1.319 -6.774 19.114 -0.004 0.034 -0.005
Si -4.035 -4.153 18.94 -0.017 0.005 -0.031
Si -1.401 -1.323 18.958 0 -0.012 -0.02
Si -0.026 0.034 20.285 -0.005 0.011 0.047
Si 2.705 2.664 20.351 0.008 0.006 0.041
Si -0.034 5.372 20.402 -0.004 -0.021 0.051
Si 2.772 8.189 20.411 0.003 -0.016 0.075
Si 0.03 -5.41 20.547 0.027 -0.003 0.074
Si 2.72 -2.61 20.418 -0.011 -0.032 0.03
Si 5.433 0.05 20.549 0.024 0.016 0.054
Si 8.117 2.712 20.491 -0.018 -0.004 0.053
Si 5.404 5.436 20.43 -0.008 0.007 0.043
Si 8.138 8.177 20.341 -0.015 -0.006 0.035
Si 5.475 -5.478 20.352 -0.013 -0.018 0.05
Si 8.179 -2.672 20.408 0.002 0.021 0.048
Si -5.468 -0.028 20.415 -0.018 -0.005 0.058
Si -2.708 2.722 20.492 0.01 0.019 0.045
Si -5.371 5.451 20.362 0.006 0.007 0.043
Si -2.778 -8.206 20.275 0.009 -0.003 0.044
Si -5.433 -5.451 20.302 -0.004 0.001 0.043
Si -2.705 -2.764 20.264 -0.004 0.009 0.063
Si 1.113 -1.418 21.689 0.265 0.056 -0.718
Si 4.22 1.646 21.853 -0.081 -0.256 -0.758
Si 1.109 3.732 21.659 0 0.185 -0.75
Si 4.303 7.034 21.771 -0.124 -0.12 -0.732
Si 1.793 -6.473 21.747 -0.375 -0.155 -0.791
Si 3.964 -4.198 21.581 0.17 0.133 -0.762
Si 7.081 -1.097 21.803 -0.163 -0.162 -0.814
Si -7.02 1.119 21.77 0.1 0.159 -0.771
Si 6.478 3.85 21.784 0.202 0.069 -0.768
Si -6.534 7.071 21.565 -0.054 -0.083 -0.711
Si 6.552 -7.082 21.725 0.096 0.158 -0.77
Si 9.79 -3.864 21.622 -0.168 -0.086 -0.741
Si -4.3 -1.703 21.575 -0.024 0.172 -0.765
Si -1.097 1.525 21.743 -0.242 -0.051 -0.74
Si -3.838 4.344 21.786 -0.15 -0.145 -0.732
Si -1.661 6.559 21.591 0.08 -0.014 -0.68
Si -4.329 -7.062 21.59 0.031 0.081 -0.69
Si -1.099 -3.682 21.714 -0.071 -0.279 -0.757
Si 2.863 5.826 -6.469 0.104 0.011 0.015
Si -5.261 -7.575 -6.166 0.107 -0.041 -0.189
Si 5.06 -0.09 -7.109 0.036 0.011 0.041
Si 2.65 -5.513 -6.571 -0.031 -0.119 0
Si -4.351 1.311 25.918 -0.011 0.023 0.05
Si -0.89 2.252 -6.292 -0.05 -0.175 0.096
Si -6.361 -6.623 25.742 0.037 -0.036 -0.045
Si 3.901 -7.013 -4.413 -0.022 0.062 -0.04
Si -5.136 5.852 -5.081 -0.023 -0.06 -0.017
Si 2.413 5.551 23.825 0.033 0.037 -0.211
Si 2.893 2.85 -2.108 -0.022 -0.024 0.147
Si 7.994 -5.245 23.836 0.002 -0.012 -0.222
Si -2.909 7.957 -2.081 0.031 0.035 0.131
Si 2.405 0.26 24.086 0.023 0.082 -0.061
Si -7.546 -5.774 -6.496 -0.016 0.088 0.007
Si -3.351 3.772 -5.678 -0.082 -0.068 -0.035
Si -1.226 -7.092 -4.272 -0.077 -0.024 0.149
Si -0.003 -5.314 -1.942 0.035 -0.029 0.161
Si 6.404 2.253 -6.144 -0.046 0.073 -0.012
Si 0.841 -2.964 -6.035 0.034 -0.042 0.023
Si -7.711 -2.343 -2.209 -0.056 0.026 0.209
Si -5.666 4.061 -7.406 0.078 0.033 0.02
Si -1.927 -3.137 -5.59 -0.045 -0.003 0.024
Si -2.922 -0.201 -6.066 -0.024 0.073 -0.062
Si 1.421 -8.015 -5.418 0.115 0.145 -0.082
Si 0.98 -6.582 24.66 0.093 -0.025 -0.089
Si 5.155 5.094 -2.101 -0.031 -0.008 0.211
Si -2.593 7.169 25.779 -0.064 0.023 -0.003
Si -0.25 -2.809 -3.335 0.031 -0.009 0.008
Si -3.544 -6.531 24.467 0.072 0.032 -0.043
Si -1.257 -4.526 24.599 -0.132 0.019 -0.086
Si 1.096 1.778 26.518 -0.045 -0.048 -0.057
Si 2.494 4.598 26.761 -0.098 0.04 0.069
Si -0.28 7.202 24.213 0.039 -0.033 -0.124
Si -5.733 3.016 23.947 0.084 -0.024 -0.171
Si -0.075 -0.208 -1.935 0.016 0.006 0.172
Si -7.939 5.259 23.783 -0.007 -0.041 -0.192
Si -3.098 -5.623 -6.204 -0.083 -0.114 0.02
Si 7.22 -3.985 -4.482 0.026 -0.045 0.064
Si -5.635 -0.142 -1.884 0.019 -0.104 0.01
Si -5.204 5.73 -2.119 0.028 -0.055 0.169
Si -1.564 -1.953 26.249 0.025 -0.07 -0.041
Si 6.552 -2.714 -7.268 0.093 0.003 -0.042
Si 4.056 -1.658 26.048 -0.112 -0.011 -0.02
Si 5.796 -3.02 23.895 0.041 0.042 -0.218
Si 1.324 1.36 -4.284 0.044 0.017 0.044
Si -6.961 1.469 -6.444 0.047 -0.012 0.01
Si 5.428 -5.455 -2.284 0.067 0.04 0.117
Si -4.662 1.371 -4.295 0.037 0.05 -0.062
Si 5.411 5.025 -5.085 -0.08 -0.021 -0.107
Si 5.168 7.446 -6.489 0.079 0.002 -0.024
Si -2.715 -0.186 23.852 0.132 0.031 -0.116
Si -7.52 6.983 26.159 0.007 -0.006 -0.007
Si 2.194 -0.394 -6.65 -0.103 0.053 0.008
Si 1.382 -1.365 5.438 0 -0.003 0.01
Si 4.033 1.378 5.467 -0.012 -0.001 0.012
Si 1.359 4.078 5.426 -0.005 0.004 0.002
Si 4.079 6.795 5.43 0.001 0.004 0.007
Si 1.375 9.508 5.431 0.008 -0.012 0.002
Si 4.099 12.22 5.44 0.001 0.009 0.007
Si 6.823 -1.382 5.478 0.009 0.003 0.013
Si 9.496 1.372 5.46 -0.009 0.001 0.014
Si 6.786 4.103 5.434 -0.005 -0.004 0.001
Si -6.799 6.82 5.43 -0.008 0.008 0.005
Si 6.818 9.522 5.437 0.007 0.003 0.011
Si -6.835 -4.081 5.479 0.005 -0.007 0.016
Si -4.08 -1.347 5.46 -0.001 -0.014 0.003
Si -1.354 1.363 5.44 -0.007 0.005 0.001
Si -4.08 4.095 5.441 -0.007 -0.01 0.006
Si -1.372 6.795 5.431 0.01 -0.005 0.006
Si -4.07 -6.826 5.435 0.008 -0.002 0.006
Si -1.352 -4.091 5.447 0.007 0.008 0.011
Si 2.703 0.003 6.825 -0.008 0.007 0.006
Si 5.43 2.732 6.797 -0.003 -0.006 -0.002
Si 2.716 5.439 6.791 -0.003 0.002 0.001
Si 5.445 8.159 6.787 0.005 -0.002 0
Si 2.732 10.867 6.798 0.003 0.001 0
Si 5.44 -2.733 6.816 0.001 0.002 0.001
Si 8.163 -0.001 6.828 0.005 -0.004 0.008
Si -5.443 2.732 6.8 0 0.002 0.002
Si -8.163 5.456 6.79 0.007 -0.001 0.005
Si -5.439 -8.161 6.807 -0.002 0.004 0
Si -8.173 -5.448 6.833 -0.003 0.005 0.008
Si -5.44 -2.722 6.809 -0.003 0.002 0.003
Si -2.716 0.011 6.809 0 0.001 0.001
Si 0.002 2.723 6.799 0.003 -0.006 0.003
Si -2.718 5.44 6.807 -0.003 -0.001 0.002
Si 0.001 8.154 6.786 -0.006 0.002 0.001
Si -2.718 -5.453 6.797 0.002 -0.004 0.004
Si 0.011 -2.722 6.796 0.004 0.001 -0.002
Si 1.345 1.363 8.176 -0.006 -0.014 -0.001
Si 4.076 4.089 8.162 -0.001 0.003 -0.007
Si 1.355 6.795 8.153 -0.004 -0.007 0
Si 4.085 9.509 8.16 -0.006 -0.007 -0.001
Si 1.372 -4.082 8.154 0.003 0.009 -0.004
Si 4.081 -1.359 8.165 0.006 0.005 -0.005
Si 6.786 1.364 8.161 -0.003 -0.008 0.001
Si -6.809 4.089 8.154 -0.006 -0.008 -0.002
Si 6.804 6.81 8.159 0.007 0.01 -0.001
Si -6.794 -6.8 8.174 0.005 0.013 0.003
Si 6.79 -4.089 8.186 -0.005 -0.012 -0.004
Si -6.789 -1.359 8.176 0.007 0.009 -0.004
Si -4.078 1.372 8.161 0.007 0.006 -0.002
Si -1.356 4.081 8.163 0 0.002 0
Si -4.083 6.796 8.165 -0.006 -0.001 -0.004
Si -1.352 -6.805 8.155 0.001 0.004 -0.008
Si -4.08 -4.091 8.159 -0.003 -0.003 -0.002
Si -1.357 -1.363 8.158 -0.005 -0.001 -0.003
Si -0.009 -0.002 9.53 -0.003 0.009 0.006
Si 2.718 2.725 9.523 0 -0.007 0.003
Si 0.003 5.439 9.523 -0.002 0.001 -0.003
Si 2.718 8.153 9.513 0 -0.002 -0.005
Si 0.007 -5.441 9.511 -0.002 -0.005 -0.002
Si 2.721 -2.72 9.523 0.004 0.002 -0.004
Si 5.435 0.002 9.525 -0.006 -0.002 0.002
Si -8.167 2.726 9.512 0.005 0 -0.004
Si 5.44 5.448 9.517 0.002 0.002 -0.001
Si -8.159 -8.159 9.53 0.005 0.001 -0.003
Si 5.434 -5.451 9.535 0 0.014 0.001
Si -8.158 -2.721 9.527 -0.004 0 -0.003
Si -5.431 0.006 9.524 0.003 -0.006 -0.001
Si -2.718 2.723 9.524 -0.005 -0.001 -0.002
Si -5.446 5.439 9.522 0.001 -0.002 0
Si -2.717 -8.16 9.518 0.002 0.002 -0.003
Si -5.437 -5.44 9.532 -0.002 -0.006 0.002
Si -2.717 -2.726 9.515 -0.002 -0.003 -0.001
Si 1.36 -1.36 10.883 -0.001 -0.003 0.001
Si 4.076 1.362 10.883 0.005 -0.003 0.003
Si 1.36 4.082 10.887 -0.004 0.006 0.002
Si 4.079 6.803 10.879 -0.007 0.005 -0.001
Si 1.362 9.518 10.872 0.005 0.004 -0.004
Si 4.078 -4.08 10.884 -0.003 -0.008 0.002
Si 6.799 -1.359 10.88 0.005 0.006 -0.002
Si -6.803 1.367 10.87 -0.003 -0.002 -0.002
Si -9.524 4.083 10.877 0 -0.006 0
Si -6.801 -9.522 10.887 -0.002 0.001 -0.001
Si -9.52 -6.803 10.894 0 -0.004 0.001
Si -6.8 -4.08 10.89 0.008 0.003 0
Si -4.075 -1.363 10.878 0.003 0.002 -0.001
Si -1.365 1.361 10.889 -0.011 -0.003 0.003
Si -4.084 4.079 10.878 0.005 -0.002 -0.002
Si -1.359 6.8 10.878 -0.004 -0.004 0.001
Si -4.074 -6.803 10.885 -0.003 0.004 -0.001
Si -1.353 -4.083 10.875 0.004 0.002 -0.002
Si 2.716 0.004 12.244 -0.001 0.003 0.001
Si 5.441 2.721 12.241 -0.005 -0.001 0.004
Si 2.724 5.444 12.242 0.012 0.003 -0.001
Si 5.432 8.161 12.25 -0.001 -0.002 -0.001
Si 2.72 10.875 12.235 -0.007 0.003 -0.002
Si 5.44 -2.719 12.241 0 -0.003 0.002
Si 8.159 0.007 12.229 0.003 -0.004 0.001
Si -5.446 2.72 12.236 0.001 -0.001 0
Si -8.167 5.44 12.242 0.004 0 0
Si -5.435 -8.165 12.245 0.005 0 0.001
Si -8.16 -5.44 12.252 -0.003 0.003 0.004
Si -5.439 -2.714 12.243 -0.002 0.003 0.002
Si -2.721 -0.006 12.244 0 -0.002 0.005
Si -0.003 2.723 12.248 0.003 -0.006 0.006
Si -2.721 5.438 12.232 -0.008 0.002 -0.002
Si 0.003 8.161 12.234 -0.001 0.002 -0.003
Si -2.712 -5.439 12.239 0.001 -0.003 0.001
Si 0.005 -2.726 12.241 -0.004 -0.002 0.003
Si 1.358 1.363 13.609 -0.003 0.001 0.011
Si 4.082 4.08 13.6 0.001 -0.004 0.005
Si 1.368 6.811 13.596 -0.005 -0.005 0.003
Si 4.074 9.528 13.609 -0.005 0.008 0
Si 1.368 -4.09 13.598 0.01 -0.013 -0.002
Si 4.082 -1.354 13.597 -0.002 0.002 0.002
Si 6.807 1.361 13.598 0.008 -0.008 -0.001
Si -6.808 4.077 13.598 -0.002 0 0.002
Si 6.787 6.794 13.603 -0.01 0.007 0.001
Si -6.793 -6.804 13.603 0.009 -0.007 0.003
Si 6.794 -4.078 13.608 0.003 0.001 0.01
Si 9.512 -1.349 13.592 -0.004 0.008 -0.001
Si -4.091 1.353 13.592 -0.003 -0.008 0.003
Si -1.366 4.089 13.602 -0.009 0.01 0
Si -4.078 6.785 13.601 0.012 -0.004 0
Si -1.356 9.516 13.598 0 0.004 0.009
Si -4.07 -4.073 13.595 -0.006 0.003 0.004
Si -1.353 -1.364 13.6 0.005 -0.005 0.005
Si 0.006 -0.009 14.966 -0.005 -0.002 -0.001
Si 2.719 2.731 14.964 0.005 0.004 -0.004
Si 0.007 5.455 14.951 -0.001 0.006 0.004
Si 2.716 8.169 14.972 0.002 0 -0.004
Si 0.011 -5.45 14.958 -0.004 -0.001 -0.001
Si 2.732 -2.727 14.951 -0.008 -0.004 0.003
Si 5.445 0.006 14.956 -0.005 -0.003 0.003
Si 8.16 2.719 14.968 0.001 0.002 0.001
Si 5.437 5.429 14.972 0.001 0.001 -0.003
Si 8.15 8.157 14.95 0.003 -0.004 -0.004
Si 5.427 10.891 14.975 -0.002 0.001 0
Si 8.153 -2.703 14.954 0.002 0.003 -0.003
Si -5.46 0.009 14.961 0.003 0.001 0.003
Si -2.733 2.714 14.943 0 -0.001 -0.002
Si -5.447 5.427 14.958 -0.004 0.003 -0.005
Si -2.709 8.141 14.952 -0.011 -0.005 0.003
Si -5.423 -5.439 14.951 0.001 -0.004 0.003
Si -2.715 -2.715 14.964 0.003 0.002 -0.003
O 7.799 -6.228 -7.696 -0.283 0.048 -0.143
O -4.496 3.696 23.135 0.082 -0.052 0.555
O 1.127 6.477 24.057 0.023 0.001 0.193
O 5.343 2.769 22.291 0.05 -0.098 0.379
O -0.93 7.441 22.752 0.187 0.451 -0.097
O -2.724 -2.771 -0.349 0.189 -0.032 -0.743
O -5.399 -2.79 22.133 0.226 -0.167 0.674
O 0.018 2.636 22.231 -0.221 0.144 0.599
O -3.515 -7.1 -1.269 0.125 0.275 -0.392
O 4.538 -4.482 -1.346 -0.009 0.117 -0.303
O -7.172 -4.585 22.924 0.044 -0.16 0.139
O -2.732 5.481 22.239 0.093 -0.304 0.552
O 7.391 -1.674 -1.352 -0.118 0.121 -0.536
O -1.133 0.706 -1.154 -0.165 0.021 -0.311
O -1.65 7.326 -1.289 0.106 0.165 -0.501
O -4.374 -6.367 -5.564 0.131 0.117 0.587
O -4.594 4.418 -1.379 0.18 -0.282 -0.581
O 8.142 8.156 -0.512 -0.11 0.061 -0.461
O 1.956 4.294 22.927 0.197 -0.311 -0.005
O -3.937 2.794 -4.52 0.078 0.124 0.249
O -6.888 4.108 24.148 -0.109 -0.025 0.422
O -6.668 0.204 -7.417 -0.484 0.05 -0.15
O -6.665 2.818 -7.266 -0.256 0.015 -0.273
O 3.472 1.136 23.22 0.033 0.243 0.254
O 3.529 1.625 -1.261 -0.25 -0.275 -0.435
O 4.663 -3.603 22.914 -0.01 0.098 -0.067
O 4.53 6.384 -1.345 0.05 0.198 -0.338
O 3.799 5.029 -5.392 -0.365 -0.433 0.349
O 2.764 -2.721 -0.43 0.078 0.026 -0.521
O -4.154 3.55 -7.086 0.311 -0.254 -0.331
O -1.815 0.924 -6.41 -0.032 0.035 0.05
O -6.53 0.603 -0.797 -0.128 -0.174 -0.289
O 2.842 -5.268 22.063 0.171 0.065 0.307
O -5.075 1.064 -2.784 0.076 0.203 0.23
O -3.575 -6.371 22.858 0.316 0.348 0.084
O -2.176 -1.584 -5.835 0.441 -0.025 -0.081
O 3.856 6.856 -7.246 0.075 0.411 -0.513
O 5.47 -0.018 -0.521 0.073 0.112 -0.574
O -7.256 6.335 22.808 0.151 0.306 0.143
O -1.776 -4.037 23.148 -0.667 0.191 0.254
O 0.75 -2.37 -4.523 0.521 0.325 0.088
O 3.189 -0.808 24.999 -0.166 -0.245 0.157
O 1.126 -6.179 -1.204 0.08 0.207 -0.339
O 1.466 1.192 25.038 -0.433 -0.043 -0.234
O 2.055 3.043 26.819 0.178 -0.068 0.057
O 6.292 -1.118 -7.29 0.526 0.261 -0.312
O -0.76 -1.571 -2.448 -0.451 -0.053 0.133
O -2.788 2.661 -0.473 -0.124 -0.172 -0.308
O -0.533 -6.163 -3.175 0.073 -0.184 0.105
O 3.827 -5.783 -5.481 0.481 0.215 0.092
O 6.905 -4.132 24.229 -0.11 0.019 0.361
O 3.603 6.374 23.097 0.264 0.196 0.26
O -6.32 1.773 23.085 -0.201 -0.135 0.254
O 7.86 1.607 -5.873 0.004 -0.246 0.372
O 1.601 -7.071 23.25 -0.123 -0.598 0.401
O -3.195 -4.026 -6.005 -0.444 0.431 -0.32
O 6.049 3.542 -5.24 0.193 -0.052 0.179
O 1.182 -0.646 -1.032 0.356 0.385 -0.135
O -0.106 -7.721 24.998 -0.315 0.062 0.861
O 0.569 -3.895 -2.46 0.532 0.163 0.114
O -1.63 0.728 23.07 0.115 -0.148 0.419
O -3.832 0.752 24.504 -0.362 0.013 -0.327
O 0.196 -5.204 24.437 0.339 0.428 -0.055
O 2.402 -7.593 -4.188 -0.142 -0.402 0.825
O 5.367 1.013 -5.947 -0.399 -0.195 0.783
O 6.073 6.141 -6.089 0.485 -0.079 -0.331
O 1.719 6.771 -5.834 -0.304 -0.332 0.088
O 1.838 -4.213 -6.084 0.147 0.09 0.176
O -0.62 -3.502 -6.483 -0.078 -0.553 -0.575
O 2.388 2.331 -3.55 0.143 0.303 -0.25
O 3.72 -0.9 -6.781 0.041 -0.728 0.223
O -6.598 -1.228 -2.601 0.312 0.214 -0.447
O -1.794 3.524 -5.907 0.186 0.613 -0.159
O -5.469 -8.126 22.132 -0.043 -0.222 0.665
O 1.52 -0.599 23.039 -0.079 0.157 0.225
O 7.258 -6.451 23.047 -0.008 -0.325 0.551
O 6.296 2.738 -7.683 0.48 0.472 -0.251
O 6.499 -6.253 -1.367 0.032 -0.075 -0.439
O -2.404 -5.563 25.103 -0.11 0.063 0.57
O -5.385 -5.391 -0.493 0.113 -0.135 -0.276
O 7.983 6.081 25.103 -0.418 -0.14 0.477
O 5.673 5.504 -3.565 0.376 0.464 -0.086
O -3.011 -5.917 -7.785 0.253 0.572 -0.241
O -3.259 -8.095 24.771 -0.067 -0.424 -0.436
O -8.147 2.714 -0.394 -0.004 0.08 -0.277
O 6.488 -1.743 23.179 -0.267 0.168 0.336
O 4.479 -6.546 -2.997 -0.121 -0.138 0.445
O 1.287 -1.7 -6.922 -0.024 0.013 -0.689
O 2.077 -6.438 25.843 0.453 0.561 0.04
O -3.596 6.005 26.27 -0.52 -0.21 -0.351
O -4.394 -0.935 -1.226 0.268 0.14 -0.364
O -7.627 -5.813 25.162 -0.182 0.149 0.269
O 6.573 -3.168 -5.714 -0.275 0.368 -0.022
O 5.447 8.128 22.239 -0.105 -0.138 0.466
O -5.135 0.147 26.74 -0.157 -0.264 -0.251
O 4.025 3.967 -2.287 -0.1 0.048 -0.381
O -1.349 6.382 25.096 0.078 -0.75 0.276
O -6.792 -7.12 -6.054 -0.416 -0.358 0.347
O 0.003 5.426 -0.501 -0.066 0.091 -0.331
O 6.145 -4.602 -3.449 -0.347 0.164 0.011
O 6.397 4.501 -1.255 0.267 0.177 -0.471
O 5.083 -2.61 25.27 0.138 -0.248 0.392
O 2.064 0.248 -5.177 0.454 -0.413 0.157
O 7.074 4.59 23.113 -0.241 0.078 0.105
O -0.215 2.499 -7.725 -0.177 0.358 -0.145
O -2.08 -1.065 25.025 -0.054 -0.168 0.015
O 2.747 -8.147 -0.486 -0.028 0.059 -0.263
O 0.291 2.178 -5.204 -0.142 0.591 0.195
O -4.998 -6.142 25.033 -0.064 0.208 -0.097
O -6.576 8.112 25.49 0.18 -0.082 -0.317
O -6.46 6.299 -1.283 -0.214 0.09 -0.469
O -8.119 0.007 22.277 0.05 0.049 0.263
O -0.47 2.21 26.697 0.04 0.353 -0.282
O 5.745 -7.735 -7.449 -0.278 0.171 0.356
O -7.081 -3.536 -1.308 -0.271 -0.353 -0.131
O -6.013 5.188 -6.282 -0.516 0.315 -0.049
O 1.813 0.744 -7.715 0.061 0.016 0.118
O 4.805 8.14 -5.068 0.375 -0.345 0.189
O -3.454 -1.175 22.841 0.194 -0.086 0.107
O -5.998 1.329 -5.173 -0.151 -0.298 0.047
O 1.727 -6.875 -6.579 -0.106 -0.17 -0.514
O -6.545 -4.659 -7.135 0.682 0.083 0.181
O -0.109 -8.038 -4.937 -0.2 -0.364 -0.005
O -5.713 5.429 -3.626 -0.608 -0.13 0.072
O -3.64 0.195 -4.686 0.242 -0.367 0.333
O 2.173 4.747 -7.439 -0.131 -0.198 0.336
O -3.615 5.29 -5.199 0.293 0.335 0.322
O 8.126 -2.972 -3.611 0.417 -0.002 -0.307
O -1.789 -6.176 -5.461 0.335 0.063 -0.407
O -0.964 -3.311 25.619 0.383 0.009 0.014
O -3.094 1.811 26.786 0.113 -0.288 0.129
O 8.054 -5.19 -5.175 0.163 -0.455 0.151
O -4.066 -0.376 -7.182 0.004 0.127 -0.124
O 2.882 5.008 25.253 0.354 -0.076 0.06
O 0.028 -2.561 22.12 0.103 0.123 0.353
O 1.65 3.51 -1.306 -0.336 -0.015 -0.235
O -4.053 6.846 -2.209 0.169 -0.199 -0.401
O -1.578 -3.428 -4.03 -0.353 -0.304 0.281
O -5.094 7.439 -5.261 -0.047 0.253 0.021
O -5.309 2.531 25.435 -0.189 0.273 0.412
O -1.226 -4.928 -0.967 -0.227 -0.482 -0.027
O -4.809 -7.807 -7.717 -0.363 -0.295 -0.116
O -2.403 -7.931 -3.551 -0.344 -0.244 -0.35
O 0.448 0.637 -3.168 -0.047 -0.147 0.068

Results
total energy: -101659.227 eV
total energy less fixed offsets of O -438.25, Si -107.07 eV per atom: -6.027 eV
